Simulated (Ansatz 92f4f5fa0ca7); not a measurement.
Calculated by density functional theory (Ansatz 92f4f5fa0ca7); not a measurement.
Periodic cell of 223 atoms, Si132O90As1, from a study of silicon, its oxide and their interface. The atomic structure is a simulated model.
Doubt: the cutoff is far below the 930 eV that the study's wrapper takes by default for these files, so forces and energies are approximate.
This geometry differs little from another in the collection (a relaxation step or a small displacement).

Settings
functional: PBE
potential files: Ansatz PAW
basis: plane waves
wave-function cutoff: 580 eV
density cutoff ratio: 5
exchange-correlation grid ratio: 1
k mesh: 1 x 1 x 1, Gamma-centred
self-consistency stop: 5e-08 eV per atom in the density residual
occupations: fixed
spin: none
net charge: +1 e, with a uniform compensating background and no finite-size correction

Cell vectors (angstrom)
a	10.938	0	0
b	0	10.938	0
c	0	0	32.1988

Atoms: element, x, y, z (angstrom)
Si	10.585	0.238	24.8482
Si	5.7294	10.6968	24.7225
Si	2.4785	2.9264	24.6164
Si	8.4189	2.4811	24.8126
Si	0.2681	5.179	24.7471
Si	5.15	5.7616	24.6809
Si	2.9268	8.0228	24.5882
Si	7.9351	8.4471	24.7102
Si	1.3299	1.4009	26.0336
Si	6.8394	1.3278	26.1177
Si	4.0405	4.1203	25.9886
Si	9.603	4.0768	26.0899
Si	1.3936	6.8448	26.0039
Si	6.7685	6.8703	26.0261
Si	4.098	9.5563	25.9988
Si	9.4628	9.584	26.1417
Si	2.7357	0.0238	27.3416
Si	8.1649	0.0047	27.5485
Si	0.0178	2.7432	27.4838
Si	5.4474	2.7733	27.3606
Si	2.7339	5.492	27.4246
Si	8.1935	5.5009	27.3525
Si	0.0003	8.2128	27.3695
Si	5.4463	8.2282	27.441
Si	4.0886	1.3993	28.7498
Si	9.5848	1.3838	28.8524
Si	1.3753	4.1398	28.824
Si	6.8365	4.1354	28.7466
Si	4.1055	6.8502	28.81
Si	9.5644	6.8575	28.7561
Si	1.3763	9.5999	28.7423
Si	6.7912	9.5743	28.8679
Si	0.0374	0.0176	30.1663
Si	5.4432	0.0527	30.1651
Si	2.7539	2.7677	30.1586
Si	8.2091	2.7889	30.1451
Si	-0.0041	5.5118	30.1483
Si	5.4986	5.4997	30.1543
Si	2.743	8.2518	30.132
Si	8.2197	8.2187	30.1652
Si	1.3938	1.4019	31.5478
Si	6.8455	1.4193	31.513
Si	4.132	4.1375	31.5317
Si	9.5815	4.1454	31.533
Si	1.3762	6.8934	31.5019
Si	6.8647	6.8598	31.5544
Si	4.0993	9.612	31.5411
Si	9.597	9.5962	31.5338
Si	2.7636	0.0463	0.7245
Si	8.2255	0.0566	0.6698
Si	0.0208	2.7866	0.7046
Si	5.5114	2.7844	0.6999
Si	2.7663	5.5502	0.6622
Si	8.2455	5.5074	0.7247
Si	0.0393	8.2429	0.6987
Si	5.5022	8.2628	0.7043
Si	4.1605	1.4197	2.0802
Si	9.5845	1.4042	2.0751
Si	1.4035	4.2015	2.0419
Si	6.8798	4.136	2.0953
Si	4.1365	6.8902	2.0809
Si	9.619	6.8933	2.0873
Si	1.4004	9.6043	2.09
Si	6.8821	9.6458	2.0787
Si	0.0003	0.0145	3.4162
Si	5.5402	0.079	3.4775
Si	2.8175	2.8657	3.3557
Si	8.2286	2.7574	3.4724
Si	0.0692	5.5568	3.459
Si	5.5313	5.5328	3.4291
Si	2.7951	8.2705	3.4667
Si	8.2789	8.2991	3.4206
Si	1.4105	1.4841	4.6359
Si	6.8884	1.4123	4.9395
Si	4.1934	4.158	4.8256
Si	9.6115	4.1652	4.7984
Si	1.4503	6.9118	4.8741
Si	6.9075	6.9422	4.7791
Si	4.1754	9.6498	4.8546
Si	9.6464	9.5731	4.8948
Si	2.811	0.2314	6.0126
Si	8.2489	0	6.281
Si	0.0687	2.7746	6.0593
Si	5.5234	2.8082	6.2922
Si	2.8706	5.5629	6.1826
Si	8.2648	5.5593	6.1212
Si	0.1616	8.237	6.3424
Si	5.577	8.2919	6.2046
Si	3.8678	1.6657	7.6178
Si	9.86	1.2521	7.4846
Si	1.6648	3.9286	7.3698
Si	6.7019	4.49	7.5372
Si	4.456	6.7157	7.552
Si	9.4767	7.0152	7.5606
Si	1.2471	10.0983	7.3617
Si	7.1736	9.2865	7.699
O	8.3616	8.1783	7.8971
O	2.7521	2.8321	7.9579
O	9.5224	1.3713	24.2664
O	4.0513	6.8853	24.1322
O	0.095	0.1847	7.9604
O	5.5864	5.6089	8.0314
O	6.8471	9.5885	24.1962
O	1.3684	4.0768	24.1673
O	3.9259	7.5204	8.8954
O	0.7262	4.4973	8.554
O	9.8223	6.317	9.0242
O	2.3087	9.7478	8.5705
O	7.4883	3.9748	8.8794
O	4.2971	0.9592	9.0343
O	6.6891	9.5631	9.2347
O	9.2013	1.9345	8.8148
O	7.6907	3.1597	23.5173
O	10.4679	5.8406	23.4521
O	5.0704	0.4392	23.3912
O	5.8428	5.0926	23.3562
O	3.0884	2.2095	23.2573
O	2.2832	8.7209	23.2265
O	8.5927	7.7493	23.3752
O	0.227	10.339	23.5851
Si	4.3709	1.5658	22.44
Si	3.4482	7.8165	14.0073
Si	7.0739	0.8919	14.6469
Si	0.9261	9.3459	22.5149
Si	1.1474	4.1047	11.9319
Si	6.2005	8.8874	15.2935
Si	0.6976	1.1725	12.3236
Si	8.6082	4.9294	20.4957
As	0.538	5.9201	9.6857
Si	5.0657	3.0738	17.9152
Si	0.8657	3.6631	16.7582
Si	10.3623	2.7956	19.2272
Si	5.2739	1.1897	10.3523
Si	0.8496	0.1297	19.8265
Si	6.6033	9.4409	10.8828
Si	9.3099	9.6147	18.2994
Si	9.3498	9.1816	12.5667
Si	6.5511	3.8465	22.576
Si	2.4394	8.2118	9.1295
Si	10.5484	7.2919	17.0591
Si	2.4739	6.2084	16.5738
Si	10.1814	4.4073	14.2092
Si	6.101	9.1302	18.493
Si	7.955	2.6049	9.6327
Si	8.8983	2.0709	12.4652
Si	5.2912	6.1971	18.059
Si	3.8934	0.518	19.4417
Si	4.1992	3.8345	12.0109
Si	5.5357	6.5382	12.1081
Si	7.9619	2.4474	17.2235
Si	4.3249	2.4405	14.9132
Si	1.5236	1.0953	15.2954
Si	1.5	9.2238	11.95
Si	8.022	6.761	13.8496
Si	10.3824	9.7568	15.4824
Si	9.7847	7	22.5377
Si	8.0593	5.4308	17.3962
O	6.01	7.9368	11.2977
O	5.9676	9.1266	16.8771
O	7.7271	1.2501	13.2058
O	0.7951	1.5078	13.9123
O	9.3692	6.2017	16.8564
O	6.7668	6.0976	13.0728
O	5.0814	4.6077	18.5892
O	9.1909	2.1104	18.2699
O	2.3353	0.0541	19.0717
O	9.3879	10.1657	16.74
O	2.7185	4.4706	11.6454
O	5.0348	10.2809	19.0853
O	9.447	3.1391	13.5318
O	0.405	1.7087	19.9654
O	3.1254	1.3161	15.0543
O	8.139	5.3462	19.0127
O	3.8443	6.5533	17.3911
O	4.5887	3.2177	16.3424
O	9.0663	5.5932	14.2845
O	5.4333	2.7586	22.131
O	10.6366	4.0878	15.7279
O	0.3277	3.8	18.2949
O	10.3994	10.452	19.1966
O	9.6676	9.9704	14.0103
O	10.8891	8.109	22.103
O	1.1599	2.0755	16.5414
O	9.6961	3.7123	20.4118
O	8.0775	3.9743	16.6791
O	-0.1235	8.9868	11.8439
O	6.5471	2.3712	18.0361
O	5.553	10.7162	11.1929
O	7.7164	9.5355	18.812
O	10.0401	0.9783	11.9855
O	1.4083	7.3401	8.2228
O	0.678	4.6101	13.4236
O	5.6648	7.5736	18.9765
O	5.1954	5.0442	11.459
O	2.6781	6.8844	15.1061
O	1.1791	2.5112	11.5743
O	0.8916	10.5511	15.632
O	2.2097	8.3827	10.743
O	4.647	2.4187	11.2547
O	4.1521	3.4892	13.643
O	2.1911	4.5917	16.5052
O	10.6631	8.1612	15.6749
O	6.8675	10.2241	14.6659
O	2.2772	8.7474	13.3182
O	7.9419	1.4525	15.9256
O	4.1381	6.8882	12.8673
O	4.1248	1.964	18.6829
O	7.2682	4.4229	21.2582
O	8.3738	2.8969	11.1645
O	1.1309	6.7709	17.3419
O	5.6206	1.5532	14.6232
O	8.0871	9.7167	11.601
O	9.2005	6.2629	21.223
O	8.913	7.6611	12.8628
O	1.6378	-0.0772	11.8669
O	6.5963	6.0968	17.0574
O	7.3145	7.7087	15.0008
O	1.1912	10.2652	21.2142
O	10.0026	8.1359	18.3377
O	3.9392	0.8392	21.0588
O	0.001	4.7838	10.985
O	6.6974	1.5832	9.6492
O	4.6994	8.651	14.6683

Results
free energy: -139955.172 eV
free energy less fixed offsets of As -4856.12, O -568.88, Si -635.61 eV per atom: 0.668 eV

Forces (eV/angstrom), in the order of the atoms: element, x, y, z
Si	0.0016	-0.0046	-0.0275
Si	-0.0093	0.0089	-0.0285
Si	-0.0026	-0.0139	-0.0285
Si	-0.0017	0.008	-0.0336
Si	-0.0106	-0.0013	-0.0328
Si	0.0065	-0.0024	-0.0373
Si	-0.0041	0.0115	-0.0355
Si	0.0061	-0.0111	-0.0345
Si	-0.0108	0.0167	-0.0066
Si	0.0162	-0.0179	-0.0073
Si	-0.0067	0.0115	-0.0121
Si	0.0196	-0.0151	-0.0093
Si	0.0132	-0.0088	-0.0102
Si	-0.0091	0.0114	-0.0058
Si	0.012	-0.0113	-0.0091
Si	-0.013	0.0162	-0.0094
Si	0.0027	0.0015	-0.0185
Si	0.0017	-0.0021	0.0071
Si	-0.0005	-0.0019	-0.0043
Si	0.0019	0.0018	-0.0126
Si	0.0016	-0.0028	0.001
Si	0.0027	0.0012	-0.0137
Si	0.002	-0.0007	-0.0111
Si	0.003	-0.0009	-0.0037
Si	0.0032	0.0017	0.0164
Si	-0.0014	-0.0013	-0.0226
Si	-0.0022	-0.0092	-0.012
Si	0.0036	-0.0036	0.0152
Si	-0.001	-0.0001	-0.0053
Si	0.002	0.005	0.0119
Si	-0.0008	0.0014	0.017
Si	0.0148	0.0026	-0.0244
Si	0.005	-0.0031	-0.0084
Si	-0.0083	0.0047	-0.0095
Si	0.003	-0.0065	-0.0121
Si	-0.0004	0.0049	-0.007
Si	-0.0021	0.0024	-0.0129
Si	0.004	-0.0024	-0.0105
Si	-0.0019	0.0048	-0.0135
Si	0.005	-0.0029	-0.0026
Si	0.0029	0.0008	0.0214
Si	0.0038	-0.001	0.0179
Si	-0.004	-0.0002	0.0201
Si	0.0022	0.0026	0.0185
Si	0.0051	-0.0002	0.0209
Si	-0.0039	0.0006	0.0247
Si	0.0047	-0.0025	0.0181
Si	0.0051	0.0017	0.0211
Si	0.0001	-0.0063	-0.0182
Si	-0.0011	0.0042	-0.0272
Si	-0.0016	0.0009	-0.0225
Si	-0.002	0.0038	-0.0293
Si	0.0097	-0.0013	-0.0278
Si	0.0024	0.0042	-0.0243
Si	-0.0027	0.003	-0.0328
Si	-0.0036	0.0098	-0.028
Si	0.0059	-0.0181	0.0132
Si	0.0254	0.0203	0.0061
Si	-0.0094	-0.0111	0.008
Si	0.0113	-0.0057	0.016
Si	0.008	0.0158	0.017
Si	-0.0057	-0.0066	0.0228
Si	-0.0023	0.0176	0.0214
Si	-0.0153	-0.021	0.0105
Si	-0.0083	0.0089	0.0269
Si	0.001	0.0039	-0.0414
Si	-0.0049	-0.0073	0.0224
Si	-0.0068	0.024	-0.0213
Si	-0.0019	-0.0029	-0.0167
Si	0.0104	0.0108	-0.0237
Si	0.0034	-0.0118	-0.0259
Si	-0.0033	0.0226	-0.0289
Si	-0.0125	0.0081	-0.0073
Si	0.0156	-0.0165	0.0471
Si	-0.008	-0.0261	0.0125
Si	0.0237	-0.0184	-0.0017
Si	0.0044	0.011	0.0511
Si	-0.0277	-0.0254	-0.0101
Si	0.0079	0.0021	-0.0052
Si	0.0508	-0.0531	0.0201
Si	-0.0341	0.0466	0.0186
Si	0.0043	-0.0382	-0.05
Si	0.064	-0.0085	-0.0295
Si	-0.0317	0.049	0.0001
Si	-0.0091	0.0036	0.0357
Si	-0.0192	0.017	0.0173
Si	0.0655	0.057	0.0546
Si	0.0122	-0.0126	-0.0074
Si	-0.0345	0.0081	-0.0122
Si	0.0335	-0.0101	0.0841
Si	-0.1616	0.0107	0.1107
Si	0.0418	-0.0118	0.0703
Si	-0.0358	0.0709	0.0501
Si	-0.0601	0.0359	0.5807
Si	0.0656	0.0232	-0.015
Si	0.2428	-0.119	0.1808
O	-0.0643	-0.034	-0.1516
O	0.034	-0.0072	-0.0115
O	-0.0012	-0.0039	0.0382
O	0.0015	-0.0054	0.0398
O	-0.0477	0.0343	0.0128
O	0.0057	-0.0305	-0.031
O	0.0029	0.0007	0.0323
O	0.0016	0.0065	0.0359
O	0.0461	-0.0045	-0.0603
O	0.1313	0.0097	-0.1381
O	-0.0451	0.1657	-0.4895
O	-0.0239	0.0418	-0.0777
O	-0.038	0.0226	-0.098
O	0.0013	0.0033	-0.0208
O	0.0582	-0.0641	-0.1107
O	0.0075	-0.0053	-0.0719
O	0.0168	-0.013	0.068
O	0.0167	-0.0133	0.0666
O	0.0137	-0.0186	0.0666
O	-0.0127	0.014	0.0718
O	-0.0079	0.0096	0.0667
O	0.0129	-0.0092	0.0658
O	-0.0107	0.012	0.0701
O	-0.0164	0.0191	0.0769
Si	0.0042	0.0001	-0.1614
Si	0.0011	-0.0095	0.0677
Si	-0.0033	-0.0003	0.052
Si	0.0023	0.0026	-0.1623
Si	-0.1285	0.0799	-0.0595
Si	-0.0034	0.0016	0.017
Si	0.0033	0.065	0.0741
Si	0.0126	-0.0233	-0.1642
As	-0.1536	-0.0026	0.0528
Si	0.0085	0.0122	-0.0574
Si	0.008	0.0079	-0.017
Si	0.0034	0.0021	-0.1075
Si	0.0109	-0.0135	0.1636
Si	-0.0158	0.0223	-0.1349
Si	0.0426	-0.0155	0.1363
Si	-0.0095	-0.0117	-0.0759
Si	-0.0056	-0.0114	0.0907
Si	0.0033	-0.0021	-0.156
Si	-0.1535	-0.1823	0.121
Si	0.0177	-0.0106	-0.0274
Si	-0.0074	-0.005	-0.0086
Si	0	0.0116	0.0288
Si	0.0059	-0.0089	-0.0746
Si	0.0268	-0.0032	0.1782
Si	0.0142	-0.0101	0.1062
Si	-0.0165	-0.0039	-0.0606
Si	0.009	-0.0098	-0.1305
Si	-0.0692	0.0331	0.0989
Si	-0.0058	0.0069	0.1141
Si	-0.0042	-0.0093	-0.0389
Si	0.0047	-0.0146	0.0449
Si	-0.007	-0.005	0.0221
Si	0.0065	-0.0076	0.1089
Si	0.0154	0.0002	0.0641
Si	0.0063	0.0008	0.0076
Si	0.0022	-0.0011	-0.1599
Si	0.0019	0.0048	-0.0516
O	-0.0028	0.0205	-0.0714
O	-0.0032	0.0004	0.026
O	-0.0096	-0.0022	-0.0418
O	0.0039	-0.0077	-0.0307
O	-0.0101	-0.0048	0.0132
O	-0.0176	-0.0102	-0.0563
O	0.0018	-0.0013	0.0349
O	0.0061	0.001	0.038
O	-0.0079	-0.001	0.0476
O	-0.0063	0.0034	0.0234
O	0.1201	-0.0484	-0.0256
O	-0.0158	0.0156	0.047
O	-0.0105	-0.0168	-0.0288
O	0.0086	-0.015	0.0565
O	-0.0013	-0.0008	-0.0169
O	0.0074	-0.0046	0.0789
O	0.012	0.0001	0.0208
O	-0.0006	0.0002	0.0073
O	-0.009	-0.0024	-0.0209
O	0.0011	-0.0003	0.0686
O	-0.0024	0.001	-0.014
O	-0.0128	-0.0073	0.0399
O	0.0201	0.0064	0.0548
O	0.0011	-0.003	-0.0307
O	0.0026	-0.0023	0.0715
O	-0.0041	-0.0001	-0.0034
O	-0.0153	0.0179	0.0694
O	0.001	0.0017	0.0079
O	0.0095	0.0055	-0.0551
O	-0.0076	0.0006	0.0258
O	-0.0055	-0.0024	-0.0834
O	-0.0026	0.0004	0.0373
O	0.0003	-0.0052	-0.0423
O	0.1275	0.2576	-0.2972
O	-0.0167	-0.004	0.0246
O	0.0002	0.0033	0.0435
O	-0.0017	-0.013	-0.0545
O	-0.0039	0.001	-0.015
O	-0.0014	-0.0463	-0.0006
O	-0.0043	0.0086	-0.0185
O	-0.0132	0.0157	-0.1131
O	0.0126	-0.0179	-0.0648
O	0.008	0.0026	-0.0514
O	-0.0008	-0.003	-0.0026
O	-0.004	-0.0041	-0.0069
O	-0.0021	-0.0038	-0.0194
O	-0.0052	0.0101	-0.0424
O	-0.0023	0.006	0.0051
O	0.0064	-0.0073	-0.0486
O	-0.0081	-0.0215	0.0466
O	-0.0199	-0.0057	0.0837
O	-0.0187	0.0075	-0.0748
O	-0.0079	0.0034	0.016
O	0.0007	0.0148	-0.0212
O	-0.0266	0.0122	-0.0561
O	0.0093	0.0237	0.0926
O	-0.0073	0.0116	-0.0308
O	0	-0.0152	-0.0627
O	-0.0027	-0.0028	0.0144
O	0.0004	-0.0081	-0.0189
O	0.0066	-0.0212	0.1008
O	-0.0064	0.0076	0.0323
O	0.0045	0.0135	0.1093
O	-0.0369	-0.2385	0.2241
O	-0.0106	0.0075	-0.0677
O	0.0012	-0.0003	-0.0236

The program warned: the cutoff lies below the one the program advises for these potential files; the exchange-correlation potential is rough where the density is thin.
